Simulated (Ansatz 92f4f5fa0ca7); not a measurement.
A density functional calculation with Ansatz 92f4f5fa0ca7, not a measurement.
Periodic cell of 220 atoms, Si132O88, from a study of silicon, its oxide and their interface. The atomic structure is a simulated model.
This geometry differs little from another in the collection (a relaxation step or a small displacement).

Settings
functional: r2SCAN
potential files: Ansatz PAW
basis: plane waves
wave-function cutoff: 800 eV
density cutoff ratio: 5
exchange-correlation grid ratio: 1
k mesh: 1 x 1 x 1, shifted by 0.5 0.5 0 of a step
self-consistency stop: 1e-10 eV per atom in the density residual
occupations: fixed
spin: none
net charge: 0

Cell vectors (angstrom)
a  10.88  0  0
b  0  10.88  0
c  0  0  32.0278

Atoms: element, x, y, z (angstrom)
Si  -0.1426  -0.0574  0.2751
Si  2.3206  3.5487  -0.1204
Si  0.5477  5.1436  0.2236
Si  2.1749  8.7846  -0.1735
Si  5.903  -0.1526  -0.2992
Si  8.5955  2.1689  -0.1388
Si  5.4627  5.6221  -0.1342
Si  7.8407  8.2413  -0.0504
Si  1.2511  1.3058  1.4717
Si  4.2017  4.1298  1.1572
Si  1.4272  6.99  1.3075
Si  4.0385  9.7371  0.9851
Si  6.9449  1.2592  1.2718
Si  9.5421  4.0305  1.0809
Si  6.6676  6.8783  1.3814
Si  9.3786  9.3553  1.3537
Si  -0.0455  2.8176  2.6673
Si  2.7864  0.0361  2.6388
Si  -0.0375  8.1284  2.697
Si  2.8583  5.5771  2.5672
Si  5.4825  2.6719  2.507
Si  8.1562  -0.0655  2.7277
Si  5.2895  8.3248  2.5618
Si  8.1436  5.4045  2.4994
Si  1.4006  4.2013  3.9068
Si  4.1247  1.3982  3.9636
Si  1.3672  9.5395  3.9654
Si  4.0864  6.905  4.0019
Si  6.7968  4.0623  3.8938
Si  9.5207  1.3754  4.0004
Si  6.7134  9.537  4.0085
Si  9.4729  6.7353  3.9597
Si  0.0179  0.0287  5.3211
Si  2.7254  2.7789  5.2582
Si  -0.0071  5.4547  5.3308
Si  2.6818  8.1849  5.3687
Si  5.4164  0.0363  5.3764
Si  8.1286  2.7266  5.3249
Si  5.4539  5.4655  5.2605
Si  8.1116  8.1335  5.2905
Si  1.3733  1.4096  6.639
Si  4.0674  4.1277  6.6312
Si  1.3095  6.8292  6.708
Si  4.0483  9.5488  6.7128
Si  6.7837  1.3816  6.7174
Si  9.5105  4.0774  6.6768
Si  6.7817  6.7858  6.6602
Si  9.4982  9.5222  6.6268
Si  0.0003  2.7175  8.0228
Si  2.6769  0.0434  8.0306
Si  -0.0438  8.2071  8.0476
Si  2.6758  5.4362  8.0149
Si  5.3972  2.7636  8.0213
Si  8.1603  -0.0169  8.0246
Si  5.4297  8.1478  8.0196
Si  8.1348  5.4513  8.0173
Si  1.3246  4.0813  9.4077
Si  4.0168  1.4089  9.3698
Si  1.317  9.5827  9.4112
Si  4.0302  6.801  9.3443
Si  6.7788  4.0929  9.3784
Si  9.5464  1.3291  9.3722
Si  6.8057  9.4909  9.3853
Si  9.4581  6.8384  9.3687
Si  -0.0235  0.0254  10.8507
Si  2.6441  2.6953  10.8031
Si  -0.0883  5.4672  10.6925
Si  2.6934  8.1816  10.6953
Si  5.3961  0.0093  10.6271
Si  8.1753  2.697  10.6723
Si  5.3591  5.4322  10.702
Si  8.1518  8.1525  10.8203
Si  1.2933  1.3933  12.2847
Si  4.0407  4.0547  12.091
Si  1.2659  6.8459  11.9943
Si  4.0758  9.5607  12.0183
Si  6.802  1.3066  11.9455
Si  9.4765  4.0768  12.067
Si  6.7022  6.7623  12.0667
Si  9.5126  9.5382  12.233
Si  -0.1024  2.8492  13.6293
Si  2.7702  -0.0256  13.4988
Si  0.1188  8.2297  13.5397
Si  2.6028  5.4672  13.2853
Si  5.5001  2.6474  13.321
Si  8.0855  0.0717  13.4813
Si  5.4794  8.2599  13.3903
Si  7.9074  5.24  13.3927
Si  1.1661  4.4736  14.869
Si  4.4521  1.0874  14.6532
Si  1.7892  9.2159  14.8585
Si  3.8654  7.0024  14.4394
Si  7.0051  3.596  14.833
Si  8.9081  1.8844  14.7489
Si  6.618  9.7357  14.9005
Si  10.005  6.8245  15.0883
Si  5.5643  5.5817  16.6546
Si  9.4833  11.9502  17.7106
Si  3.4438  6.1149  19.0757
Si  21.1895  3.357  21.8457
Si  14.6679  -9.8144  18.7968
Si  19.543  3.4641  19.2053
Si  1.3173  0.0617  17.3619
Si  13.4971  13.4202  16.706
Si  9.312  -5.4859  23.8288
Si  17.4191  0.0506  23.8651
Si  11.9366  18.0818  20.314
Si  8.8342  -4.3897  19.5395
Si  7.9023  -3.1309  17.0234
Si  4.4605  4.3919  22.8654
Si  5.1651  10.8651  21.0773
Si  5.5776  3.7169  27.2381
Si  16.1098  8.6663  25.3825
Si  9.8489  4.0945  28.4557
Si  -4.1071  1.185  18.9611
Si  4.6417  7.8691  21.3725
Si  1.5253  4.9906  29.5641
Si  6.954  6.2606  22.1466
Si  15.5478  2.0771  24.9412
Si  3.3201  6.9389  23.8994
Si  11.2125  7.5947  24.7133
Si  12.987  4.4906  20.9407
Si  19.2664  3.5834  26.0114
Si  9.6615  11.4535  23.2325
Si  9.1185  12.1794  27.6661
Si  -0.0215  10.3139  25.9787
Si  3.5457  7.0567  29.8536
Si  6.7738  1.7259  29.4591
Si  11.6496  9.4203  22.4458
Si  5.7417  6.7956  27.8412
Si  13.5867  -0.2988  24.8082
Si  7.8054  5.9863  29.8996
O  2.5821  6.0671  -3.0171
O  0.9679  -1.0161  -0.5258
O  2.0109  1.9759  0.1485
O  2.3716  3.7854  -1.7539
O  0.5503  5.6623  -1.3539
O  2.6748  8.3058  -1.6546
O  3.4274  3.956  -10.3206
O  5.7903  0.7181  -1.7216
O  18.8928  -4.6229  -8.6523
O  9.7624  1.0428  -0.5378
O  7.7297  2.4898  -1.4938
O  4.1787  6.3497  -0.8582
O  6.5919  5.2606  -1.2906
O  9.2265  4.499  -4.9929
O  8.3776  7.2542  -1.2643
O  2.0313  3.9436  16.1744
O  7.8834  6.2288  20.8237
O  3.8734  2.0528  15.8278
O  14.3942  5.353  23.7635
O  2.8684  8.0347  15.2481
O  13.019  -3.7222  19.0519
O  -0.8101  2.1016  22.8484
O  4.6621  5.9731  15.397
O  20.0381  3.2646  20.7246
O  8.664  6.286  14.3893
O  9.4021  1.1125  16.1086
O  12.3075  12.3333  16.5232
O  5.4796  10.8574  15.3246
O  9.4026  7.5041  16.435
O  15.5547  7.3503  24.6573
O  2.68  -0.0457  18.2783
O  4.4144  6.7536  20.2217
O  16.9619  7.6222  22.0815
O  6.2685  4.1454  16.2515
O  12.1158  -1.157  16.3121
O  7.276  9.073  16.2742
O  19.6468  5.0301  18.7785
O  6.5648  0.4366  20.3868
O  8.1813  -3.1908  18.6346
O  11.7896  14.2881  21.15
O  17.677  -4.2823  16.8033
O  16.3105  0.1001  22.6628
O  10.7684  11.0426  18.1507
O  23.2874  -4.8951  21.3254
O  8.0376  0.3338  23.2848
O  14.8672  0.9233  20.4143
O  6.0205  1.1611  24.9378
O  15.3745  2.8582  26.3699
O  3.1505  13.3419  18.2447
O  -1.2373  13.4781  18.242
O  -7.5265  1.1762  24.6279
O  8.7661  4.0612  24.5471
O  13.5708  4.7215  19.4435
O  8.7325  -8.857  26.2585
O  8.0614  11.3659  18.2543
O  0.0101  8.2657  23.2865
O  -0.3738  10.5478  22.1591
O  1.1743  8.6687  21.0485
O  10.1492  -6.0927  22.5902
O  5.8455  5.0616  22.304
O  11.0185  5.6049  15.4723
O  26.4517  9.3509  20.7415
O  14.7877  9.643  25.4106
O  17.7121  3.8415  26.2435
O  10.0854  10.9181  27.2914
O  -5.5507  0.9737  18.2116
O  -1.0685  2.4648  28.5853
O  -3.7053  2.7733  19.1041
O  0.535  4.4873  28.4104
O  12.4369  10.6885  25.9524
O  -3.6776  6.5586  28.5056
O  1.9381  7.2535  24.6995
O  10.382  6.8982  19.8845
O  1.9922  10.048  23.3976
O  10.2822  6.2731  24.7898
O  5.8577  7.9688  26.7153
O  6.4165  -1.3945  24.6215
O  5.1576  5.2811  27.5127
O  15.3724  16.6085  17.8852
O  5.9634  2.8593  28.5885
O  15.6259  7.5018  28.902
O  7.7543  0.8719  28.4558
O  8.977  4.9021  29.5772
O  15.7554  14.0011  23.7366
O  10.1909  11.012  24.6886
O  -0.073  8.6757  25.8732
O  3.4461  7.7137  22.4679
O  6.8611  9.4262  31.3656

Results
free energy: -134618.882 eV
free energy less fixed offsets of O -570.45, Si -639.56 eV per atom: 2.638 eV

Forces (eV/angstrom), in the order of the atoms: element, x, y, z
Si  0.0009  0.0004  0.0001
Si  0.0006  0.0018  -0.0012
Si  -0.0014  -0.0008  -0.0019
Si  0.0005  -0.0021  -0.0031
Si  -0.0023  0.0007  -0.0013
Si  0.002  0.0018  -0.0005
Si  0.0006  -0.0011  -0.0004
Si  -0.0002  -0.0018  0.0008
Si  -0.0032  -0.001  0.0009
Si  -0.0003  -0.0001  0.0006
Si  0.0008  0.0009  0.001
Si  0.0004  0  0.0014
Si  -0.0022  0  0.0006
Si  -0.0003  0.0006  0.0004
Si  0.0007  -0.0016  0.0004
Si  0.0004  0.0006  -0.0019
Si  0.0004  -0.0006  0
Si  -0.001  0.0011  -0.0003
Si  0.0004  -0.0005  0.0003
Si  -0.0008  0.0001  -0.0011
Si  0.0009  -0.0001  -0.0006
Si  0.0011  0.0002  0.001
Si  0  -0.0004  -0.0003
Si  -0.0001  0.0002  0.0001
Si  -0.0002  0  0.0008
Si  0.0002  -0.0003  0.0003
Si  0.0004  -0.0002  -0.0002
Si  0.0003  0.0009  0.0007
Si  0.0005  0.0003  0.0002
Si  0.0004  -0.0002  0.0004
Si  0.0003  0.0007  0.0003
Si  -0.0008  0  -0.0004
Si  -0.0001  0.0003  0
Si  0.0008  0.0001  -0.0003
Si  0.0007  0.0004  0
Si  -0.0003  -0.0002  -0.0002
Si  0  0.0001  -0.0001
Si  -0.0003  -0.0002  0.0001
Si  0.0003  -0.0008  -0.0001
Si  0.0005  -0.0005  -0.0002
Si  0.0003  0  0.0001
Si  0.0002  0.0004  0
Si  -0.0001  0.0002  0
Si  0.0003  0.0004  -0.0001
Si  0.0005  0.0002  -0.0001
Si  0.0005  -0.0005  -0.0001
Si  0.0002  0  0.0002
Si  -0.0001  0.0001  0.0003
Si  0.0003  -0.0002  0.0002
Si  0  0.0001  0
Si  0  0.0002  0.0001
Si  -0.0002  -0.0004  -0.0001
Si  -0.0002  -0.0003  0
Si  0.0002  0.0001  0.0002
Si  0.0001  -0.0004  0
Si  0.0001  -0.0001  -0.0001
Si  0.0006  0.0002  0.0005
Si  0.0002  0.0003  0.0002
Si  -0.0003  0.0004  -0.0001
Si  0.0003  0.0003  0.0001
Si  0.0001  -0.0001  0.0003
Si  0.0005  0.0004  -0.0002
Si  0.0005  -0.0003  0.0003
Si  -0.0001  -0.0003  0.0002
Si  0.0002  -0.0002  -0.0002
Si  0  0.0001  -0.0003
Si  0.0001  -0.0002  0.0001
Si  -0.0002  -0.0007  0.0002
Si  0  0.0006  0.0001
Si  0.0003  -0.0007  -0.0001
Si  -0.0003  -0.0004  -0.0007
Si  0.0001  0.0003  0.0002
Si  0.0003  -0.0001  -0.0003
Si  -0.0006  0.0002  0.0002
Si  0.0006  0  -0.0006
Si  0.0004  -0.0003  -0.0003
Si  0.0001  -0.0002  -0.001
Si  -0.0012  0.0007  0
Si  0.0001  0.0002  -0.0001
Si  0.0002  -0.0001  -0.0002
Si  0.0005  -0.0003  0.0004
Si  -0.0007  0.0004  -0.0001
Si  -0.0007  0.0001  -0.0001
Si  0.0007  -0.0005  0.0001
Si  0.0009  0.0005  0.0007
Si  0.0004  0  0.0001
Si  -0.0003  0  0.0003
Si  0.0001  -0.0011  0.0016
Si  0.001  0.0004  -0.0013
Si  0.0014  0.0021  0.0004
Si  0.0009  -0.0004  0.0007
Si  0.001  0.0003  0.0008
Si  -0.0013  0.0014  -0.0011
Si  0.0002  0.0007  -0.0009
Si  0.0011  0.0005  0.0003
Si  -0.0009  0.0004  -0.0012
Si  0.0011  -0.0013  -0.0008
Si  -0.0006  0  0
Si  0  0.0001  -0.0001
Si  0.0002  0.0005  -0.0009
Si  0.0019  -0.0006  -0.001
Si  -0.0014  0  -0.0017
Si  0.0012  -0.0002  0.0001
Si  0.0011  0.0014  -0.0013
Si  -0.0017  -0.0006  -0.0006
Si  -0.0015  0.0004  -0.0004
Si  -0.0003  -0.0012  -0.0011
Si  0  -0.0003  -0.001
Si  0.0001  0.0007  -0.001
Si  -0.0008  0.0003  -0.0006
Si  0  0.0007  -0.0025
Si  0.0004  0.003  0.0026
Si  0.0002  -0.0016  0.001
Si  0.0012  -0.0012  0.0002
Si  -0.001  0.0003  -0.0013
Si  0.0001  0.0011  -0.0009
Si  0.0003  0.0005  -0.0005
Si  -0.0002  0.0009  0
Si  0.0011  0.0006  0.0007
Si  0.0009  -0.0004  -0.0003
Si  0  -0.0007  -0.0001
Si  -0.0002  -0.0001  -0.0007
Si  0.0008  0.001  0.0023
Si  -0.0003  0.0007  -0.0006
Si  -0.0011  0.0027  0.0017
Si  -0.0011  0  -0.0001
Si  -0.0022  0.0014  -0.001
Si  -0.0003  -0.0002  0.0005
Si  -0.0001  0.0009  -0.0007
Si  -0.0007  -0.0023  0.002
Si  -0.0003  -0.0004  -0.0002
Si  -0.0004  -0.0005  0.0004
O  -0.0004  -0.002  0.0002
O  0.0003  0.0001  0.0019
O  0.003  -0.0008  0.0011
O  0  -0.001  0.001
O  -0.0002  -0.0011  0.001
O  -0.0003  0.0015  0.0002
O  0  0.0002  0.0003
O  0.0006  -0.0009  -0.0005
O  -0.0004  0.0002  0.0002
O  -0.0014  -0.0023  0.0013
O  -0.0001  -0.0004  -0.0004
O  -0.0014  0.0005  0.0012
O  -0.0003  0.0001  -0.0007
O  -0.0013  -0.001  -0.0009
O  -0.0001  0.0009  -0.0007
O  0  0.0004  0.0004
O  -0.0003  -0.0001  0.0006
O  0.0004  0.0004  0.0012
O  0  -0.0007  0.0001
O  0.0003  0.0007  -0.0005
O  -0.0013  0.0005  0.0004
O  0  -0.0008  0.0002
O  0  -0.0011  0.0002
O  0.0005  0  0.0019
O  0.0017  0.0017  -0.0005
O  0.0012  -0.0007  -0.0003
O  -0.0003  0.0001  -0.0001
O  0.0005  -0.0014  -0.0006
O  0.0001  -0.0002  0
O  -0.0011  -0.0004  -0.0008
O  0.0006  0.0006  -0.0005
O  -0.0001  0.0001  0.0002
O  0.0002  -0.0004  -0.0003
O  0.0001  -0.0006  0.0009
O  0.0002  0.0004  0.0001
O  0.0006  0.0006  0.0005
O  0.0001  0.0006  -0.0003
O  -0.0008  -0.0001  0.0013
O  -0.0002  0.0002  0.0007
O  -0.0004  -0.0001  -0.0004
O  -0.0001  0.0002  0.0005
O  0.001  -0.0001  0.0013
O  0.0001  -0.0003  -0.0004
O  0.0001  0.0003  -0.0001
O  0.0004  -0.0001  -0.0004
O  0  -0.0004  0
O  -0.0003  0.0004  0.0005
O  -0.0022  -0.0007  -0.0015
O  0.0004  -0.0002  0.0003
O  0.0002  0.0003  -0.0003
O  -0.0011  -0.0001  0
O  -0.0003  0.0007  -0.0019
O  0  -0.0009  0.0007
O  0.0002  -0.0003  -0.001
O  0.0004  0.0001  -0.0001
O  -0.0009  -0.0001  -0.0005
O  -0.0005  0  -0.0005
O  0  0.0012  0.0004
O  0.0004  0.0002  -0.0005
O  -0.0008  -0.0005  -0.0004
O  0.0007  -0.0007  -0.0007
O  -0.0001  -0.0007  -0.0005
O  -0.0012  0.0006  -0.0006
O  -0.0004  -0.0005  0
O  0.0008  -0.0015  -0.0003
O  -0.0007  0.0007  0.0008
O  -0.001  -0.0017  -0.0008
O  0.0007  0.0004  -0.0009
O  -0.0009  -0.0002  0.0002
O  0.0001  -0.0002  0.0003
O  0.0009  -0.0007  0
O  -0.0016  0.0006  0.0002
O  0.0002  0.0005  0.0001
O  0  0  -0.0001
O  -0.0004  0.0003  0.0003
O  -0.0005  0.0028  -0.002
O  0.0002  -0.0002  -0.0007
O  0.0005  -0.0011  -0.0006
O  -0.0007  0.0002  -0.0006
O  -0.0005  -0.0001  0.0009
O  0.0007  -0.0011  0.0017
O  0.0001  0.0005  -0.0008
O  0.0003  -0.0001  -0.0002
O  -0.0005  -0.0001  -0.0008
O  -0.0005  0  -0.0005
O  -0.0006  0  0.0002
O  -0.0012  -0.0001  -0.0002
O  0.0007  0.001  0.0014

The program warned: the cutoff lies below the one the program advises for these potential files; empty levels may hold ghost states of the PAW files; the exchange-correlation potential is rough where the density is thin.
